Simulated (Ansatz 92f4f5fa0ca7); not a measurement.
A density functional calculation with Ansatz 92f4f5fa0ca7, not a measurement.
Periodic cell of 184 atoms, Si120O64, from a study of silicon, its oxide and their interface. The atomic structure is a simulated model.
This geometry differs little from another in the collection (a relaxation step or a small displacement).

Settings
functional: r2SCAN
potential files: Ansatz PAW
basis: plane waves
wave-function cutoff: 800 eV
density cutoff ratio: 5
exchange-correlation grid ratio: 1
k mesh: 1 x 1 x 1, shifted by 0.5 0.5 0 of a step
self-consistency stop: 1e-10 eV per atom in the density residual
occupations: fixed
spin: none
net charge: 0

Cell vectors (angstrom)
a 10.888 0 0
b 0 10.888 0
c 0 0 27.6829

Atoms: element, x, y, z (angstrom)
Si -0.019 1.1121 0.9522
Si 3.435 0.045 -1.9313
Si -0.5689 6.0649 0.1807
Si 3.3673 8.0499 -0.8207
Si 6.0242 -0.1448 -0.2763
Si 7.8092 3.0505 0.0785
Si 5.7336 4.3779 -0.2961
Si 8.9665 7.995 -0.3878
Si 2.2629 1.2633 0.5647
Si 4.0712 3.814 1.4142
Si 1.3107 6.9133 1.2846
Si 5.1989 8.6818 0.5482
Si 6.7973 1.3767 1.3945
Si 9.2479 4.3493 1.4307
Si 6.927 7.1707 0.5034
Si 9.7572 9.7553 1.2996
Si -0.3054 2.7848 2.644
Si 3.2408 -0.3901 3.0124
Si 0.0733 8.2877 2.7401
Si 2.7302 5.454 2.5525
Si 5.4594 2.6432 2.8684
Si 8.144 -0.0433 2.6863
Si 4.8484 8.7445 2.8793
Si 8.0728 5.6198 2.9191
Si 1.3314 4.0435 3.9048
Si 4.1536 1.3355 4.2771
Si 1.3927 9.5862 4.1445
Si 3.9957 6.8496 4.0164
Si 6.767 4.1224 4.1663
Si 9.3951 1.3895 4.112
Si 6.7299 9.5578 4.0655
Si 9.5802 6.9069 4.126
Si -0.0186 0.077 5.4286
Si 2.6796 2.7535 5.4002
Si 0.032 5.4176 5.3779
Si 2.6784 8.1487 5.495
Si 5.5199 0.0015 5.591
Si 8.111 2.7366 5.5201
Si 5.3879 5.5147 5.4243
Si 8.1336 8.21 5.4248
Si 1.3706 1.3898 6.7978
Si 4.0498 4.1159 6.7661
Si 1.3393 6.7755 6.8167
Si 4.0934 9.4983 6.8432
Si 6.8204 1.3774 6.9249
Si 9.5707 4.0647 6.7853
Si 6.8331 6.7981 6.7854
Si 9.4969 9.5754 6.7722
Si 0.024 2.7022 8.1837
Si 2.7351 0.0322 8.1724
Si -0.0412 8.1777 8.1151
Si 2.7161 5.4283 8.1658
Si 5.417 2.7563 8.1673
Si 8.2008 0.0054 8.2234
Si 5.4744 8.129 8.1539
Si 8.2194 5.4232 8.14
Si 1.3851 4.058 9.5345
Si 4.0999 1.4036 9.5659
Si 1.3214 9.5472 9.4677
Si 4.1324 6.7493 9.4902
Si 6.8677 4.0426 9.4938
Si 9.5948 1.3226 9.5773
Si 6.82 9.4901 9.5114
Si 9.5842 6.7748 9.5186
Si 0.0208 -0.0555 10.9818
Si 2.7388 2.769 10.95
Si 0.1168 5.451 10.9177
Si 2.7284 8.1719 10.7085
Si 5.4957 -0.0026 10.8617
Si 8.262 2.7181 10.891
Si 5.5144 5.3747 10.8406
Si 8.1747 8.0977 10.8327
Si 1.4131 1.3626 12.2975
Si 4.1635 4.1174 12.3147
Si 1.6079 6.7955 12.2246
Si 4.0307 9.4898 12.0891
Si 6.9534 1.2754 12.2113
Si 9.604 4.122 12.2595
Si 6.8167 6.7631 12.1944
Si 9.5276 9.3257 12.2655
Si 0.0905 2.7863 13.6316
Si 2.7155 -0.1083 13.5921
Si 0.1563 8.0149 13.5469
Si 3.4541 6.0506 13.6021
Si 5.4459 2.5234 13.4957
Si 8.0221 -0.349 13.6179
Si 5.1265 7.8668 13.3863
Si 8.1136 5.3706 13.5798
Si 1.6239 3.9548 16.1034
Si 4.6095 0.6724 14.6894
Si 1.1814 9.5477 14.904
Si 2.8638 5.9366 15.9204
Si 6.7859 3.8965 14.7677
Si 9.5262 0.4858 15.2344
Si 6.0713 9.644 14.7096
Si 9.1418 6.4495 15.4089
Si 22.5703 -2.7538 19.2485
Si 30.3664 22.1097 25.6738
Si -18.3033 34.3538 17.3172
Si -25.415 -24.4335 17.0492
Si 9.7483 12.8952 26.7625
Si 39.3965 25.3676 21.451
Si -21.9486 -15.4908 23.1359
Si 2.3531 17.7191 21.4934
Si -5.1076 35.6169 18.7302
Si 3.0145 9.8737 18.6915
Si 22.236 -6.487 25.4417
Si 12.8907 40.7355 16.5795
Si -1.8491 -5.3695 20.4823
Si -18.2817 -27.5436 25.4589
Si -16.1675 -16.2214 17.1826
Si -13.678 23.9733 17.061
Si 39.8617 -1.5581 22.3692
Si -1.9575 19.3208 24.779
Si 4.1917 20.3578 21.3632
Si -6.9962 -9.6418 22.9752
Si 7.029 12.2109 23.2762
Si 30.3553 8.2703 19.7367
Si -0.9066 4.4724 17.8107
Si -6.9446 -28.2935 22.4597
O 6.4043 5.8693 -0.3506
O 4.9565 11.2404 -1.4264
O -14.2979 2.6605 -5.1571
O 5.4365 23.1187 -4.2916
O -15.0089 1.9555 -9.7523
O 0.562 14.9609 -10.3681
O -32.5786 48.442 -3.7448
O 14.5551 0.0419 -5.7851
O 18.3995 0.0121 -5.1782
O -5.3572 -17.3271 -5.5677
O 3.132 5.3835 -6.227
O 18.9581 -23.7205 -6.596
O 3.4649 2.7743 -5.19
O 12.4267 -3.9195 -7.5884
O -10.9472 21.338 -12.1397
O -10.089 18.6366 -10.0147
O 5.626 -1.7564 22.0377
O -20.1446 -1.3828 19.4551
O 7.7248 12.1958 24.712
O 1.2749 -4.0322 22.7029
O 14.0316 0.7014 24.3054
O 51.4838 26.2015 20.8213
O 20.8794 7.4264 24.0526
O -15.7994 26.7061 15.7399
O 2.794 0.4905 18.149
O 13.9325 0.1381 29.1369
O -8.8253 4.3947 25.7301
O 14.0503 -34.2366 25.8286
O 18.3614 21.3753 26.6407
O 17.2591 9.3657 16.31
O 20.957 26.8256 19.3202
O 9.3588 16.3945 16.7206
O 4.5139 1.0323 16.2845
O -1.058 5.9557 21.821
O 15.1294 -12.104 19.7396
O 10.538 -14.8251 14.7436
O -12.3905 -0.873 24.8945
O -0.8138 23.6707 14.6435
O 10.1822 19.2946 19.7241
O -2.5204 7.7732 15.9591
O 13.8578 24.4985 28.4654
O -15.7499 -8.1841 20.2983
O 3.5061 -4.2374 26.0204
O 7.6345 -2.3751 23.7289
O 4.2507 2.6244 18.3696
O -18.5806 -23.8254 17.4429
O 7.9102 19.7427 18.387
O -8.4817 33.4847 26.7066
O 14.1777 29.9277 21.6925
O 6.0399 -6.3748 18.3473
O -3.1681 -7.944 15.6864
O 23.8519 7.8855 27.8482
O -0.2049 5.5206 26.3705
O 25.507 -5.7942 23.879
O 9.0791 3.1438 17.9111
O 15.6195 -6.6177 26.0902
O -20.8099 -18.0094 14.6192
O -11.0785 2.954 25.785
O -19.3252 2.5916 16.453
O -14.6603 17.5737 29.7529
O -23.851 -10.0848 16.6685
O -4.5355 17.8385 17.4433
O -6.8671 -5.0948 17.1034
O -24.4794 28.4947 19.8381

Results
free energy: -113253.947 eV
free energy less fixed offsets of O -570.45, Si -639.56 eV per atom: 2.053 eV

Forces (eV/angstrom), in the order of the atoms: element, x, y, z
Si 0.0019 0.0023 0.0002
Si -0.0001 0.0007 0.0006
Si 0.0001 0.0026 -0.0039
Si -0.001 -0.0003 0.0012
Si 0.0005 0.0021 0.0033
Si -0.0002 0.0008 -0.0009
Si 0.0011 0.0025 0.0004
Si 0.002 -0.0011 0.003
Si -0.0016 0.001 0.0026
Si -0.0017 0.0001 -0.0018
Si 0 0.0032 -0.0019
Si 0.0004 0.0004 -0.0004
Si -0.001 0.0006 -0.0015
Si 0.0012 -0.0014 0.0002
Si 0.0009 0.0025 -0.0012
Si -0.0007 0.0002 -0.0025
Si -0.0021 -0.0004 -0.0013
Si -0.0017 0.0016 -0.0003
Si -0.0005 0.0003 0.0002
Si -0.0001 -0.0001 -0.0005
Si 0.0006 0.0005 -0.001
Si -0.0002 -0.0005 0.0009
Si 0.0006 0.0004 -0.0003
Si -0.0017 0.0021 -0.0039
Si 0.0005 0 -0.0008
Si 0.0004 -0.0004 -0.0002
Si -0.0003 -0.0004 -0.0002
Si 0.0005 0.0007 -0.0003
Si -0.0012 0 -0.0003
Si 0.0009 0.0004 0
Si 0.0015 0.0007 -0.0002
Si 0.0005 0.0011 -0.0004
Si 0.0003 0.0006 -0.0005
Si -0.0001 -0.0002 0
Si 0.0001 -0.0003 0.0006
Si 0.0003 0.0005 -0.0002
Si 0.0001 -0.0001 0.0008
Si 0 0.0001 0.0004
Si -0.0011 0.0006 0
Si -0.0017 0.0011 -0.0004
Si 0.0007 0.0004 -0.0005
Si -0.0004 -0.0003 0.0004
Si 0 -0.0006 0.0005
Si 0.0001 0.0007 -0.0003
Si 0.0009 -0.0003 -0.0001
Si 0.0003 0.001 0
Si -0.0001 0.0007 0.0005
Si 0.0009 0.0002 0.0003
Si -0.0004 0.0002 0.0002
Si -0.0001 0.001 0
Si -0.0005 0.001 0
Si 0.0002 0.0004 0.0002
Si -0.0003 0.0001 -0.0001
Si -0.0002 0 0.0003
Si 0.0002 -0.0002 0.0006
Si 0 0.0005 -0.0001
Si -0.0008 0.0007 -0.0001
Si -0.0009 -0.0006 -0.0003
Si -0.0007 -0.0006 -0.001
Si -0.0002 0.0003 -0.0001
Si -0.0001 0.0004 0
Si 0.0006 0.0005 -0.0008
Si 0.0007 0.0016 0.0001
Si 0.0002 -0.0002 -0.0002
Si 0.0004 0 -0.0002
Si 0.0011 0.0007 0.0006
Si 0.0009 0.0008 0.0008
Si -0.0016 -0.0003 0.0004
Si -0.0004 -0.0011 -0.0002
Si -0.0005 -0.0008 0.0007
Si -0.0005 -0.0011 0.001
Si -0.0002 0.0002 0.0004
Si 0.0004 -0.0019 0.002
Si -0.0002 0.0004 -0.0006
Si -0.0001 -0.0015 -0.0015
Si 0.0007 0.0008 -0.0001
Si 0.0007 0.0007 -0.0004
Si -0.0003 -0.0003 0.0009
Si 0.0008 0.0015 0.0011
Si -0.0017 0.0016 0.0007
Si -0.0036 -0.0045 0.0078
Si -0.0008 -0.0001 0.0008
Si -0.0006 -0.0013 0.0024
Si -0.0007 0.0008 0.0021
Si -0.0001 0.0001 -0.0005
Si 0.0011 -0.0009 0.0006
Si -0.0008 -0.0001 0.0011
Si 0.0003 -0.0011 0
Si -0.001 -0.001 -0.0009
Si 0.0001 -0.0006 0.0003
Si -0.0051 0.0039 0.0036
Si -0.0031 -0.0007 -0.003
Si 0 -0.0014 -0.0001
Si 0.0057 0.0017 0.0013
Si -0.0001 0.0007 -0.0019
Si 0.0019 0.0006 0
Si -0.0013 0.0011 -0.0024
Si 0.0013 -0.0013 0
Si -0.0003 0 -0.003
Si -0.0005 0.0012 -0.0026
Si -0.0013 -0.0002 0.001
Si 0 0.0005 -0.0006
Si -0.0012 0.0003 0.0012
Si -0.0013 0.0006 0.0003
Si 0.0004 -0.0003 -0.0019
Si -0.0011 0.0017 -0.0038
Si -0.0019 0.0023 0.0032
Si -0.0002 0.0009 -0.0012
Si 0.0008 -0.0005 -0.0024
Si -0.0013 0.0007 0.0036
Si 0.0009 -0.0007 -0.0014
Si -0.0005 -0.0011 -0.0016
Si 0.0021 0.0004 -0.0013
Si -0.0008 0.0012 -0.0029
Si -0.0013 0.0007 -0.0014
Si -0.0002 -0.0002 -0.0002
Si 0.0001 0.0005 0.0005
Si -0.0022 -0.0007 0.0012
Si 0.002 -0.0013 -0.0014
Si -0.001 0.0016 0.0002
O -0.002 -0.0051 -0.0004
O -0.0002 -0.0004 -0.0005
O -0.0013 0.0013 -0.0017
O -0.0024 -0.0003 -0.0026
O -0.0005 0.0018 0.003
O -0.0004 0.0007 -0.0005
O -0.0005 0.0012 0.0007
O -0.0004 0.0026 0.0015
O -0.0004 -0.0038 -0.0001
O 0.0014 0.0006 -0.0022
O -0.0003 0.001 0.0015
O -0.0019 -0.0066 0.0001
O 0.001 0.0013 0.0004
O 0.0006 -0.0001 0.0015
O 0.0006 0.0002 -0.0049
O 0.001 0.0006 0.001
O 0.002 0.0017 0.0019
O 0.0005 0.0005 0.0001
O -0.0007 -0.0002 0.0011
O -0.0004 0 -0.0009
O 0.0001 0.0015 -0.0008
O -0.0011 -0.0006 -0.0007
O -0.0014 0.0009 0.0008
O 0.005 -0.001 -0.0006
O 0.0007 -0.0027 0.001
O 0.0022 0.0007 -0.0002
O 0.0013 0.0016 -0.0031
O 0.0013 0.0027 -0.0002
O -0.0002 -0.0001 -0.0018
O 0.0013 -0.0018 0.0008
O -0.0002 -0.0011 0.0006
O 0.0005 -0.0011 -0.0007
O 0 -0.0001 0.0009
O -0.0006 0.0003 0
O -0.001 0.0007 0.0003
O -0.0011 -0.0005 0.0001
O -0.0003 -0.0006 -0.0002
O 0.0029 0.0023 -0.0054
O -0.0065 0.0002 0.0007
O -0.0019 -0.0008 0.0015
O 0.0011 0.0012 0.0006
O -0.002 0.0016 -0.0003
O -0.001 -0.002 -0.001
O -0.0009 0.003 0.0003
O 0.0006 0.0002 0.0016
O -0.0007 -0.0001 0.0039
O -0.0008 -0.0022 0.0007
O 0.0007 -0.001 -0.0009
O -0.0019 0.0011 0.0005
O -0.001 -0.002 0.0012
O -0.0003 0.0002 0.003
O 0.0006 0.0001 -0.0004
O 0.0026 -0.0007 -0.0015
O 0.0009 -0.0005 0.0012
O -0.0006 0.0011 0.0001
O -0.0004 0.0012 0.0013
O -0.0014 -0.0013 0.0016
O 0.0016 0.004 -0.001
O -0.0002 0.0008 -0.0011
O 0.0002 -0.0007 0.0001
O 0.0005 0.0015 -0.0011
O 0.0011 0.0024 0.0013
O -0.0015 0.0003 0.0048
O 0.0036 0.0053 -0.004

The program warned: the cutoff lies below the one the program advises for these potential files; the forces do not sum to zero within the program's tolerance; empty levels may hold ghost states of the PAW files; the exchange-correlation potential is rough where the density is thin.
